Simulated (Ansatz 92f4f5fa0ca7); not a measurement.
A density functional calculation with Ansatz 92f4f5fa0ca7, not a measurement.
Periodic cell of 186 atoms, Si104O82, from a study of silicon, its oxide and their interface. The atomic structure is a simulated model.

Settings
functional: r2SCAN
potential files: Ansatz norm-conserving
basis: plane waves
wave-function cutoff: 1300 eV
density cutoff ratio: 4
exchange-correlation grid ratio: 1
k mesh: 2 x 2 x 1, shifted by 0.5 0.5 0.5 of a step
self-consistency stop: 5e-08 eV per atom in the density residual
occupations: Fermi-Dirac, 0.05 eV
spin: none
net charge: 0

Cell vectors (angstrom)
a, 11.5403, 0, 0
b, 0, 11.5403, 0
c, 0.7342, -0.5937, 24.9153

Atoms: element, x, y, z (angstrom)
Si, -0.2156, 0.0245, -0.0382
Si, -0.1824, 3.0998, 0.351
Si, -0.0954, 6.3019, 0.0322
Si, 3.7476, -0.9378, 0.1703
Si, 3.6577, 2.1021, -0.3715
Si, 3.721, 7.4361, 0.1103
Si, 7.8216, 0.0996, -0.228
Si, 7.578, 3.0996, 0.2758
Si, 7.4797, 6.2093, -0.247
Si, 1.7151, -0.733, 1.2879
Si, 1.9211, 2.9373, 1.2801
Si, 1.7787, 6.9039, 1.3737
Si, 5.854, -0.7407, 1.1519
Si, 5.48, 2.9228, 1.2208
Si, 5.7105, 6.9049, 1.2673
Si, 9.4898, -0.4963, 1.3402
Si, 9.4504, 3.0934, 1.646
Si, 9.4127, 6.8905, 1.1002
Si, 1.828, 1.1025, 2.7236
Si, 1.9081, 4.9307, 2.6418
Si, 1.6801, 8.8896, 2.657
Si, 5.6633, 1.0644, 2.6514
Si, 5.5587, 4.9329, 2.5623
Si, 5.8102, 8.9022, 2.5806
Si, 9.4645, 1.163, 2.9044
Si, 9.4272, 5.1141, 2.7146
Si, 9.4394, 8.9314, 2.4963
Si, -0.085, 1.1214, 4.1146
Si, -0.1105, 5.0019, 3.9634
Si, -0.2425, 8.9136, 3.9908
Si, 3.7738, 1.058, 4.0473
Si, 3.7729, 4.9785, 4.0274
Si, 3.7559, 8.927, 3.9107
Si, 7.4977, 1.1114, 4.1455
Si, 7.47, 4.9614, 4.0134
Si, 7.626, 8.9122, 4.0404
Si, -0.1625, 10.7753, 5.5193
Si, -0.0779, 3.0825, 5.3323
Si, -0.218, 6.9529, 5.2733
Si, 3.7098, 10.7527, 5.492
Si, 3.8515, 3.0359, 5.3281
Si, 3.7633, 6.9703, 5.2347
Si, 7.5867, 10.7702, 5.5782
Si, 7.5202, 3.0422, 5.4344
Si, 7.4823, 6.9338, 5.3189
Si, 1.7623, 10.8562, 6.8869
Si, 1.9111, 3.115, 6.5916
Si, 1.7823, 6.9891, 6.4729
Si, 5.6154, 10.7635, 6.9058
Si, 5.6415, 3.0396, 6.8746
Si, 5.5959, 6.9096, 6.7202
Si, 9.5226, 10.7458, 7.0258
Si, 9.5301, 2.9169, 6.6532
Si, 9.3889, 6.9621, 6.6747
Si, 1.8984, 1.4506, 8.1909
Si, 1.901, 5.087, 7.7665
Si, 1.6215, 8.7462, 7.9494
Si, 5.6579, 1.1327, 8.3773
Si, 5.7015, 5.0208, 8.1783
Si, 5.4374, 8.7806, 8.1275
Si, 9.589, 1.2236, 8.3771
Si, 9.5559, 4.912, 7.7177
Si, 9.3061, 8.7189, 8.3445
Si, 0.0491, 1.9493, 9.5683
Si, -0.0533, 4.9878, 8.9929
Si, -0.1596, 8.0568, 9.3832
Si, 3.7386, 13.0122, 9.7894
Si, 3.6363, 5.4098, 9.3026
Si, 3.4377, 8.4886, 9.3809
Si, 7.6164, 1.6436, 9.7077
Si, 7.8773, 4.7244, 9.2897
Si, 7.165, 8.7838, 9.6785
Si, 2.3903, 2.5912, 14.0782
Si, 1.6737, 0.544, 11.8019
Si, 7.3557, 2.2763, 14.9604
Si, -1.0478, 9.9505, 22.5233
Si, 9.1468, 11.2351, 14.9533
Si, 7.3446, -0.6291, 11.6007
Si, 4.008, 3.8729, 11.7866
Si, 9.2219, 9.1125, 12.8
Si, 1.5071, 9.1527, 11.6679
Si, 8.3123, 6.7438, 11.5913
Si, 8.232, 1.3734, 19.2018
Si, 7.6628, 4.0276, 19.6272
Si, 1.6008, 6.3191, 22.2053
Si, 9.4292, 7.9794, 20.6691
Si, 5.1317, 7.1863, 14.8275
Si, 6.9525, 9.6081, 14.3043
Si, 2.8092, 10.2859, 16.1602
Si, -1.3475, 10.6607, 19.6999
Si, 2.5477, 8.1167, 14.1684
Si, 5.4847, 2.2286, 18.9457
Si, 0.4884, 3.1351, 16.3208
Si, 4.3815, 5.8236, 22.2236
Si, 6.5452, 4.8639, 13.3194
Si, 4.5103, 12.956, 16.1483
Si, 0.0428, 11.6594, 17.0282
Si, 3.0423, 7.4741, 16.7813
Si, -0.2864, 5.7536, 20.0385
Si, 1.6607, 5.2069, 18.2043
Si, 3.9165, 2.7574, 21.5679
Si, 9.1073, 3.3364, 17.2318
Si, 7.2677, 6.4266, 21.6865
Si, 1.4812, 3.8625, 20.8662
O, 3.9688, 11.4224, 16.2631
O, 4.3269, 4.3443, 21.5445
O, 0.1489, 7.279, -1.3069
O, -0.2507, 1.6439, -0.5489
O, -0.6865, 10.8244, 21.1811
O, 6.6782, 1.12, 18.7741
O, 3.7001, -2.5039, -0.509
O, -0.255, 4.6522, -0.3473
O, 3.6831, 0.4647, -0.7851
O, 3.5432, 2.8039, -1.8647
O, 3.7445, 6.276, -1.077
O, 7.9764, 8.5206, 13.6748
O, 7.7319, 1.7182, -0.6663
O, 8.3602, -0.5796, -1.6403
O, 7.8483, 7.7864, 20.9961
O, 5.6707, 6.6204, 21.6778
O, 7.6175, 4.5629, -0.5552
O, 7.1757, 6.8647, -1.7392
O, 0.4142, 1.254, 11.0354
O, -0.0392, 6.4355, 9.8283
O, -0.055, 3.6017, 9.9394
O, 8.5162, 12.7141, 14.5101
O, 7.536, 0.9374, 11.2251
O, 4.5112, 6.9557, 16.3071
O, 4.3527, 14.0607, 10.9365
O, 3.7722, 6.9537, 9.8232
O, 2.8972, 9.1404, 10.81
O, 9.8961, 10.2268, 13.8453
O, 0.9817, 3.0564, 14.7675
O, 2.9503, 0.3991, 10.7886
O, 6.6263, -1.2928, 10.2952
O, 0.5062, 1.6777, 17.0464
O, 7.7254, 3.2635, 10.0669
O, 8.6105, 5.7925, 10.3164
O, 7.1733, 7.7747, 11
O, 9.6216, 7.6614, 12.0992
O, 9.1766, 1.8673, 17.9568
O, -0.3411, 11.1274, 18.5216
O, 7.7925, 5.6963, 12.7113
O, 3.1525, 4.7349, 10.7259
O, -1.2645, 11.4532, 16.0805
O, 3.4547, 2.2478, 15.2503
O, 0.1969, 8.8771, 10.7636
O, 1.3196, 10.8395, 16.4749
O, 0.7167, 6.7127, 20.9097
O, 1.2632, -0.9275, 12.29
O, 1.545, 8.0902, 12.9111
O, 3.9368, 7.3658, 13.7247
O, 6.0023, 5.8652, 14.4986
O, 5.8042, 8.6828, 14.9228
O, 0.1554, 5.7691, 18.4844
O, 2.2997, 2.498, 21.209
O, 8.6715, 4.4246, 18.3805
O, 6.5854, -0.9038, 13.0462
O, 7.7914, 10.4279, 15.4442
O, 8.7751, -1.4257, 11.595
O, 5.994, 1.5046, 15.4588
O, 4.5288, 2.072, 17.6432
O, 7.5968, 5.1163, 20.7891
O, 1.7297, 4.6993, 22.2341
O, 8.2122, 2.6129, 20.278
O, 7.926, 3.2326, 16.1389
O, 2.2273, 4.4546, 19.5295
O, 3.1163, 6.8282, 21.939
O, 0.2259, 10.0554, 23.5224
O, -1.8211, 9.0982, 19.517
O, 8.8316, -0.0019, 19.7389
O, 6.1837, 3.7128, 18.9889
O, 10.5057, 3.6996, 16.4866
O, 4.7082, 2.0046, 20.3599
O, 1.5664, 4.1445, 16.9991
O, 3.1026, 9.0502, 17.2018
O, -0.1296, 4.1654, 20.554
O, -1.3013, 8.4211, 22.0115
O, 2.8428, 9.659, 14.6471
O, 2.6071, 6.483, 17.9588
O, 6.9859, 3.3711, 13.8063
O, 9.8402, 6.4857, 20.1708
O, 1.9962, 7.337, 15.5037
O, 2.0633, 1.3073, 13.1696
O, 5.377, 4.6345, 12.2112
O, 3.0666, 3.6963, 13.1034

Results
free energy: -50297.004 eV
free energy less fixed offsets of O -463.61, Si -117.95 eV per atom: -14.184 eV
pressure: -2.08 GPa
stress xx, yy, zz, yz, xz, xy (GPa, positive in tension): 1.01, 3.42, 1.79, -0.08, -0.15, 0.31

Forces (eV/angstrom), in the order of the atoms: element, x, y, z
Si, 0.1153, 0.0567, -0.4527
Si, -0.0518, 0.0445, -0.7171
Si, -0.0609, -0.2181, -0.3509
Si, -0.0747, -0.2076, -0.5478
Si, -0.1259, 0.2512, -0.4265
Si, -0.0459, 0.323, -0.4553
Si, 0.0676, 0.0523, -0.4039
Si, 0.163, 0.0081, -0.7337
Si, -0.198, -0.0879, -0.4938
Si, -0.1605, 0.1289, -0.3097
Si, 0.1799, -0.0686, -0.2526
Si, 0.1011, -0.0012, -0.1239
Si, 0.1345, 0.159, -0.3902
Si, -0.1075, -0.1066, -0.2472
Si, 0.0024, 0.0281, -0.1485
Si, -0.0286, 0.0088, -0.2101
Si, -0.1746, -0.0266, -0.2004
Si, -0.0438, -0.2026, -0.0177
Si, -0.0641, -0.1402, 0.2809
Si, 0.1205, -0.0351, 0.0114
Si, -0.1093, -0.0595, 0.1394
Si, 0.0511, -0.1084, 0.1214
Si, -0.138, -0.0421, -0.0713
Si, -0.0009, -0.0007, 0.0288
Si, 0.0325, 0.1937, 0.4097
Si, 0.0731, 0.1089, 0.2131
Si, 0.0292, -0.0833, -0.2491
Si, 0.0184, -0.0274, -0.0963
Si, -0.1954, 0.05, -0.1657
Si, 0.2646, -0.0084, 0.0952
Si, -0.0532, 0.1535, 0.013
Si, -0.046, -0.0434, -0.0513
Si, 0.0542, 0.0263, -0.1018
Si, 0.0066, -0.0592, 0.0423
Si, 0.0979, 0.0499, 0.01
Si, -0.1841, 0.0219, 0.1383
Si, -0.0855, 0.0695, -0.0167
Si, -0.0023, -0.1672, 0.0636
Si, 0.0588, 0.1207, 0.0143
Si, 0.0252, -0.0062, -0.0768
Si, -0.0189, -0.0698, 0.0729
Si, -0.0619, -0.0581, 0.0286
Si, 0.008, -0.0348, -0.0428
Si, 0.0343, -0.0462, 0.0375
Si, 0.0598, 0.0688, -0.053
Si, 0.1327, 0.0524, 0.1595
Si, -0.0789, -0.0469, -0.2689
Si, -0.0041, 0.1943, -0.3687
Si, 0.1568, 0.0892, 0.0739
Si, -0.0181, -0.0885, 0.1905
Si, -0.1535, 0.0647, 0.0549
Si, -0.087, 0.0636, 0.1584
Si, 0.0532, -0.2283, -0.2038
Si, -0.0342, 0.0637, -0.1124
Si, 0.005, -0.0679, 0.0004
Si, 0.0572, -0.0112, 0.3229
Si, 0.0416, -0.0883, 0.3329
Si, 0.1128, 0.1658, 0.1001
Si, 0.1539, -0.0561, 0.4035
Si, -0.0421, -0.0152, 0.2843
Si, -0.0689, 0.142, 0.1467
Si, -0.1187, -0.0007, 0.4022
Si, 0.0482, -0.2029, 0.3176
Si, 0.0867, 0.5139, 0.6792
Si, -0.0872, 0.0339, 0.687
Si, 0.0446, -0.2995, 0.4435
Si, 0.0302, -0.4178, 0.4507
Si, -0.0691, 0.2905, 0.5316
Si, -0.3071, -0.0637, 0.422
Si, 0.0438, 0.2625, 0.2288
Si, 0.0359, -0.06, 0.1546
Si, -0.1252, 0.1204, -0.1153
Si, -0.059, 0.0466, 0.1204
Si, -0.0421, 0.0343, 0.1168
Si, -0.0671, 0.0098, -0.037
Si, -0.0456, -0.0653, -0.1414
Si, 0.0066, 0.0092, 0.1966
Si, -0.1208, 0.0903, -0.0037
Si, -0.1883, 0.2439, 0.167
Si, -0.0033, -0.0799, 0.2501
Si, 0.1445, -0.1484, -0.0249
Si, 0.1392, -0.1169, 0.2134
Si, 0.0146, -0.2351, 0.1271
Si, -0.0059, 0.1674, 0.1408
Si, -0.0368, 0.0383, -0.1204
Si, -0.2231, -0.0645, -0.2346
Si, 0.0455, -0.0367, 0.0423
Si, -0.0635, -0.1652, 0.1831
Si, 0.1023, 0.0559, -0.0147
Si, -0.1466, -0.1476, -0.0342
Si, 0.0027, -0.1053, -0.249
Si, -0.0452, 0.0673, -0.0478
Si, 0.0555, 0.0469, -0.0564
Si, 0.0672, 0.1889, -0.2408
Si, -0.0251, 0.0376, 0.1958
Si, 0.0275, 0.0542, 0.0973
Si, -0.1323, 0.0247, 0.112
Si, 0.0834, -0.2502, 0.1669
Si, -0.3207, 0.076, -0.0637
Si, 0.0424, 0.0474, -0.1566
Si, -0.1657, -0.1699, -0.2178
Si, 0.0686, 0.0883, -0.0922
Si, 0.0047, 0.1882, -0.3337
Si, 0.0557, -0.1872, -0.0239
O, -0.1466, -0.0063, -0.0446
O, -0.0679, -0.0576, 0.1685
O, 0.0141, -0.4377, 0.0834
O, 0.1092, -0.224, 0.6444
O, -0.2681, -0.2747, 0.1835
O, 0.0993, 0.273, 0.0954
O, 0.0894, -0.3335, 0.6734
O, 0.2635, 0.2575, 0.3989
O, 0.0397, 0.5981, 0.6806
O, 0.023, -0.1912, 0.3323
O, -0.0039, 0.3436, -0.0372
O, 0.1142, 0.3284, -0.2506
O, -0.1798, -0.3964, 0.6408
O, 0.0947, 0.1149, 0.1784
O, 0.3471, -0.2482, 0.2125
O, 0.0028, -0.2482, 0.2845
O, -0.1849, 0.2644, 0.527
O, 0.1128, -0.2062, 0.3029
O, 0.1044, 0.0637, -0.3166
O, -0.1842, 0.4696, -0.5667
O, 0.0555, -0.4834, -0.6902
O, -0.0876, -0.1316, 0.1335
O, -0.0395, -0.104, -0.3513
O, -0.318, 0.2213, -0.2004
O, -0.2403, -0.122, -0.3059
O, -0.1574, -0.032, -0.495
O, -0.0268, -0.1367, -0.0893
O, -0.3013, -0.0991, -0.1719
O, 0.1984, -0.1167, 0.1593
O, 0.1345, 0.3703, -0.1171
O, 0.2734, -0.2911, 0.263
O, -0.0308, 0.0379, -0.135
O, -0.1114, -0.0426, -0.4655
O, -0.1571, -0.0725, 0.0105
O, 0.1549, 0.1208, -0.3044
O, -0.4493, 0.0839, -0.1087
O, -0.1848, 0.1936, 0.0795
O, -0.0934, 0.0253, -0.0087
O, -0.0452, 0.1978, -0.2023
O, 0.3055, -0.1411, -0.3566
O, 0.0685, 0.0319, -0.0468
O, -0.1002, -0.0704, -0.1376
O, 0.0156, -0.2045, -0.212
O, 0.0869, 0.0478, -0.0258
O, 0.0564, -0.3122, 0.119
O, 0.0891, 0.0305, -0.1512
O, 0.0987, 0.3898, -0.2339
O, -0.1303, 0.1551, 0.3794
O, -0.0228, 0.0315, -0.2303
O, 0.0399, -0.0674, -0.1582
O, 0.2467, -0.1514, 0.2842
O, 0.2736, 0.4107, 0.1228
O, -0.0799, -0.3981, 0.098
O, 0.3263, -0.0494, -0.2314
O, 0.1539, 0.0766, -0.4165
O, -0.0913, 0.0735, 0.2128
O, 0.0765, 0.1025, -0.0149
O, 0.1811, -0.0688, 0.0289
O, -0.0365, 0.0561, 0.0466
O, -0.0513, 0.1706, -0.2779
O, -0.1392, 0.0601, -0.537
O, 0.1067, -0.1975, 0.0518
O, -0.2705, 0.0096, 0.177
O, -0.0527, -0.3525, 0.1868
O, -0.0474, 0.3062, 0.219
O, 0.1375, 0.1023, 0.3618
O, 0.221, 0.0815, -0.1191
O, 0.1955, -0.2517, 0.1273
O, 0.0297, -0.2207, 0.165
O, 0.0201, 0.1976, 0.0492
O, -0.17, -0.0152, 0.0953
O, -0.0696, -0.0786, -0.2599
O, 0.4471, 0.38, -0.0382
O, -0.0472, 0.2095, -0.0749
O, -0.0458, -0.2297, 0.1899
O, -0.1353, -0.0555, -0.1282
O, -0.0488, 0.0817, 0.0257
O, 0.1815, 0.0733, 0.1592
O, 0.4362, 0.2814, 0.0036
O, -0.0267, -0.0509, -0.3016
O, -0.0344, -0.1462, -0.019
O, 0.2007, -0.1757, -0.1484
